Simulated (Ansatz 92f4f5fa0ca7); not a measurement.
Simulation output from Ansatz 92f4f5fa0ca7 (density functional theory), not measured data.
Periodic cell of 236 atoms, Si145O89P2, from a study of silicon, its oxide and their interface. The atomic structure is a simulated model.

Settings: functional PBE; potential files Ansatz PAW; basis plane waves; wave-function cutoff 700 eV; density cutoff ratio 5; exchange-correlation grid ratio 1; k mesh 2 x 2 x 1, shifted by 0.5 0.5 0.5 of a step; self-consistency stop 5e-08 eV per atom in the density residual; occupations fixed; spin none; net charge 0.

Cell vectors (angstrom)
a, 11.6015, 0, 0
b, 0, 10.938, 0
c, 0, 0, 32.0622

Atoms: element, x, y, z (angstrom)
Si, -0.1851, -0.063, 23.2725
Si, 3.6826, 0.2013, 23.0919
Si, 7.5679, -0.142, 23.4469
Si, 1.7005, 1.3752, 23.4061
Si, 5.7487, 1.3965, 23.1938
Si, 9.4546, 1.2283, 23.3712
Si, 0.166, 5.3115, 23.4644
Si, 4.1318, 5.2947, 23.3991
Si, 8.0409, 5.606, 23.5412
Si, 2.166, 6.5773, 23.3646
Si, 5.9766, 6.7664, 23.4815
Si, 10.0177, 6.8673, 23.5932
Si, 1.913, 2.6618, 25.3762
Si, 5.8399, 2.6509, 25.2572
Si, 9.6377, 2.6861, 25.2688
Si, 11.6066, 4.0022, 25.3885
Si, 3.902, 3.9696, 25.3246
Si, 7.7499, 4.0909, 25.3412
Si, 1.9805, 8.1488, 25.1873
Si, 5.7811, 8.1684, 25.3633
Si, 9.718, 8.2637, 25.4252
Si, 11.6471, 9.5607, 25.2597
Si, 3.8721, 9.5876, 25.0684
Si, 7.6975, 9.5186, 25.409
Si, 11.655, -0.0128, 27.2051
Si, 3.9054, -0.0573, 27.1224
Si, 7.763, -0.0169, 27.2852
Si, 1.9902, 1.31, 27.2743
Si, 5.832, 1.3201, 27.2094
Si, 9.7006, 1.3296, 27.2115
Si, 11.5978, 5.4683, 27.238
Si, 3.8504, 5.42, 27.2167
Si, 7.7164, 5.4604, 27.2633
Si, 1.942, 6.8251, 27.1768
Si, 5.7632, 6.7973, 27.2718
Si, 9.6599, 6.8137, 27.2777
Si, 1.9472, 2.7206, 29.1716
Si, 5.7962, 2.7118, 29.143
Si, 9.6839, 2.7236, 29.1449
Si, 0.0155, 4.0959, 29.1644
Si, 3.8679, 4.0863, 29.1688
Si, 7.7342, 4.0779, 29.1746
Si, 1.9441, 8.1844, 29.1349
Si, 5.7931, 8.1932, 29.1755
Si, 9.6772, 8.2023, 29.1837
Si, 0.0133, 9.5614, 29.1484
Si, 3.8725, 9.5652, 29.1238
Si, 7.7368, 9.5457, 29.1917
Si, 0, 0, 31.0965
Si, 3.8672, 0, 31.0965
Si, 7.7343, 0, 31.0965
Si, 1.9336, 1.3673, 31.0965
Si, 5.8008, 1.3673, 31.0965
Si, 9.6679, 1.3673, 31.0965
Si, 0, 5.469, 31.0965
Si, 3.8672, 5.469, 31.0965
Si, 7.7343, 5.469, 31.0965
Si, 1.9336, 6.8362, 31.0965
Si, 5.8008, 6.8362, 31.0965
Si, 9.6679, 6.8362, 31.0965
Si, 1.9336, 2.7345, 0.9679
Si, 5.8008, 2.7345, 0.9679
Si, 9.6679, 2.7345, 0.9679
Si, 0, 4.1018, 0.9679
Si, 3.8672, 4.1018, 0.9679
Si, 7.7343, 4.1018, 0.9679
Si, 1.9336, 8.2035, 0.9679
Si, 5.8008, 8.2035, 0.9679
Si, 9.6679, 8.2035, 0.9679
Si, 0, 9.5708, 0.9679
Si, 3.8672, 9.5708, 0.9679
Si, 7.7343, 9.5708, 0.9679
Si, 11.5992, 0.0054, 2.8991
Si, 3.8521, 0.0096, 2.9238
Si, 7.7382, 0.0071, 2.894
Si, 1.9264, 1.3709, 2.8834
Si, 5.8082, 1.3521, 2.8682
Si, 9.6551, 1.3735, 2.9141
Si, 11.5613, 5.4998, 2.8678
Si, 3.8524, 5.4647, 2.9222
Si, 7.6934, 5.5092, 2.9054
Si, 1.917, 6.8201, 2.8821
Si, 5.7625, 6.8778, 2.9265
Si, 9.6284, 6.8611, 2.9247
Si, 1.8617, 2.7349, 4.7987
Si, 5.8251, 2.7347, 4.7653
Si, 9.5733, 2.7996, 4.8172
Si, 11.5349, 4.1102, 4.7572
Si, 3.8735, 4.0419, 4.8382
Si, 7.7064, 4.221, 4.8857
Si, 1.9312, 8.1503, 4.8237
Si, 5.7504, 8.3125, 4.8365
Si, 9.6282, 8.2465, 4.8662
Si, 11.593, 9.5423, 4.8088
Si, 3.7747, 9.6303, 4.9082
Si, 7.7163, 9.646, 4.8668
Si, 11.5089, 0.1541, 6.587
Si, 3.5512, 0.235, 6.7602
Si, 7.6604, 0.0224, 6.8688
P, 1.7171, 1.5752, 6.7391
Si, 5.6929, 1.3388, 6.668
Si, 9.599, 1.5043, 6.7973
Si, 11.5931, 5.4847, 6.6653
Si, 4.0465, 5.3638, 6.8036
Si, 7.7859, 5.6784, 6.8449
Si, 2.0458, 6.6195, 6.6684
Si, 5.8388, 6.962, 6.757
Si, 9.8045, 7.0243, 6.899
O, 10.0408, 8.006, 8.2568
O, 7.6394, 9.9005, 8.1795
O, 7.4826, 4.7649, 8.2069
O, 3.2153, 10.4836, 8.2391
O, 2.0857, 7.5596, 8.0238
O, 4.2117, 4.4714, 8.2518
O, 9.8507, 2.4279, 8.1767
O, 11.5209, 4.5227, 8.0101
O, 5.7483, 2.4492, 7.9475
O, 5.7996, 7.9299, 8.1251
O, 11.3979, 10.3187, 8.0481
O, 11.2734, 10.0867, 21.7956
O, 3.254, 10.726, 21.5056
O, 5.792, 7.7656, 22.1581
O, 4.2363, 4.4451, 21.9512
O, 7.7059, 9.6739, 22.192
O, 10.3431, 7.6592, 22.1699
O, 1.6346, 2.4059, 22.1042
O, 5.9665, 2.436, 21.8916
O, 8.4429, 4.7029, 22.2028
O, -0.0699, 4.4436, 22.0454
O, 2.3474, 7.3486, 21.9122
O, 9.1449, 1.8944, 21.8794
Si, 1.9405, 7.8312, 9.597
Si, 5.0857, 0.5872, 17.6681
Si, 2.5531, 5.4154, 13.9928
Si, 10.5415, 3.9495, 14.0041
Si, 8.3298, 2.3919, 15.2743
Si, 9.5659, 2.2412, 20.3509
Si, 10.6254, 3.6175, 9.0104
Si, 0.0798, 2.3625, 11.5588
Si, 11.1004, 8.1823, 15.4125
Si, 5.2258, 6.9307, 14.0234
Si, 5.9925, 2.6809, 11.1756
Si, 8.5942, 7.6601, 19.3819
Si, 8.1222, 4.8363, 20.6164
Si, 5.9938, 9.5974, 15.185
Si, 2.1273, 7.6401, 20.3311
Si, 1.9323, 4.8966, 18.7744
Si, 4.5073, 3.4303, 18.035
Si, 8.5593, 8.9391, 16.8212
Si, 0.9068, 9.5131, 13.2892
Si, 9.9864, 10.6787, 11.6857
Si, 5.3605, 3.6945, 21.0227
Si, 0.6306, 5.5266, 16.2312
Si, 10.8308, 9.1996, 9.0791
Si, 6.589, 8.8887, 21.2896
Si, 7.1815, 7.1856, 11.5047
Si, 2.7418, 0.7883, 12.2497
Si, 10.904, 8.6812, 21.0364
Si, 6.0678, 4.3304, 15.6849
Si, 7.1778, 0.4744, 12.9858
P, 4.2865, 2.8528, 8.5813
Si, 0.9331, 6.7775, 11.9
Si, 6.5263, 9.0648, 9.0562
Si, 0.6772, 3.2947, 21.1436
Si, 9.8336, 6.6131, 12.8975
Si, 7.8958, 4.6033, 9.7712
Si, 4.0197, 10.0687, 20.2065
Si, 4.3585, 3.0557, 13.5345
Si, 3.8167, 10.1102, 9.7127
Si, 8.1069, 0.7918, 18.0306
O, 11.4699, 3.359, 12.8168
O, 9.5217, 4.5317, 9.8105
O, 8.8147, 3.5925, 19.8522
O, 4.1029, -0.089, 18.7835
O, 11.3139, 4.6033, 15.2721
O, 9.9084, 9.8763, 10.2535
O, 3.8745, 1.5491, 13.1481
O, 0.7005, 9.1311, 14.8611
O, 6.5214, 1.0233, 18.3427
O, 4.7514, 3.1382, 19.6259
O, 6.391, 1.1962, 11.7387
O, 0.5669, 8.6744, 9.8414
O, 5.6743, 4.3093, 17.2776
O, 8.5196, 7.3837, 12.3884
O, 4.6951, 2.7977, 10.1478
O, 2.1235, 5.5663, 15.555
O, 3.4224, 0.1755, 10.9112
O, 5.9636, 7.1725, 12.5838
O, 2.302, 6.3672, 19.3485
O, 0.6707, 4.9284, 17.7426
O, 8.5137, 10.6888, 12.3879
O, 5.4301, 10.1566, 9.5571
O, 0.6179, 8.218, 20.1968
O, 9.7793, 2.6646, 14.6248
O, 2.0932, 10.6091, 13.2288
O, 10.0275, 9.1266, 16.1647
O, 6.2105, 10.3293, 13.7349
O, 7.5033, 1.5553, 14.1573
O, 1.6426, 3.9433, 20.0361
O, 5.9468, 5.7988, 14.9755
O, 7.4285, 8.9707, 15.6616
O, 1.5612, 1.7485, 11.7192
O, 7.1135, 8.3914, 10.4127
O, 4.3346, 1.9835, 17.2857
O, 7.3156, 3.2336, 10.4273
O, 11.6719, 7.0452, 16.415
O, 8.2928, 10.1453, 17.8438
O, 3.2669, 8.627, 10.0988
O, 7.6078, 3.8249, 15.5547
O, 3.1577, 4.3018, 17.9081
O, 2.9931, 3.9141, 13.591
O, 1.4204, 8.2261, 12.4534
O, 1.2666, 5.704, 13.0566
O, 5.0471, 8.3102, 14.8791
O, 11.1869, 2.3911, 20.3351
O, 11.0758, 10.0047, 12.6883
O, 5.465, 3.5807, 12.4367
O, 5.0922, 3.2256, 14.9697
O, 6.4913, 4.7863, 20.5435
O, 8.522, 1.5777, 16.667
O, 10.4666, 1.2789, 11.4659
O, 10.9248, 6.6756, 11.6792
O, 3.2797, 8.6743, 19.8489
O, 1.7556, 6.4855, 10.5152
O, 7.1801, 8.19, 19.965
O, 8.5187, 7.5888, 17.7482
O, 3.7301, 6.4551, 13.6386
O, 9.5357, 5.0686, 13.345
O, 5.5459, 9.9928, 20.7537
O, 10.3806, 7.4329, 14.173
O, 8.7878, 6.1515, 19.9464
O, 7.2727, 5.8011, 10.6645
O, 5.3394, 10.568, 16.3466
O, 9.0787, 1.1277, 19.283
O, 11.6868, 3.1066, 10.1182
O, 9.7542, 8.6978, 19.8814

Results
free energy: -144322.928 eV
free energy less fixed offsets of O -569.03, P -756.45, Si -635.61 eV per atom: -2.908 eV

Forces (eV/angstrom), in the order of the atoms: element, x, y, z
Si, 0.0059, -0.0351, -0.0188
Si, -0.0367, -0.0575, -0.003
Si, 0.0517, -0.0492, -0.0603
Si, -0.0486, 0.0416, -0.0286
Si, 0.0793, 0.0657, 0.0077
Si, -0.0312, 0.0377, -0.0348
Si, -0.0755, -0.0251, -0.0386
Si, -0.0038, -0.013, -0.0669
Si, 0.0375, -0.0681, 0.0058
Si, -0.0087, 0.0631, 0.0113
Si, -0.0819, 0.0349, -0.03
Si, 0.0374, 0.0142, -0.0719
Si, 0.0129, -0.0559, -0.0073
Si, 0.0433, -0.0695, -0.0187
Si, 0.0128, -0.086, -0.0205
Si, 0.0125, 0.066, -0.0107
Si, 0.0005, 0.0665, 0.0187
Si, -0.0171, 0.0873, -0.0095
Si, 0.0055, -0.0938, 0.0094
Si, -0.0196, -0.0741, -0.0073
Si, 0.0054, -0.0545, -0.0014
Si, 0.0426, 0.0702, -0.0143
Si, 0.0135, 0.0999, -0.0051
Si, -0.0063, 0.0555, -0.0129
Si, -0.0145, -0.049, 0.0043
Si, -0.0226, -0.0452, 0.0096
Si, -0.0148, -0.0325, -0.002
Si, -0.0056, 0.0478, 0.0036
Si, -0.0184, 0.0433, 0.0172
Si, -0.021, 0.0359, 0.0136
Si, 0.016, -0.0478, 0.0073
Si, 0.0033, -0.0421, -0.0054
Si, 0.0154, -0.044, 0.0047
Si, 0.0253, 0.0508, 0.011
Si, 0.0011, 0.0466, 0.0019
Si, 0.0005, 0.0321, -0.0042
Si, 0.0017, -0.032, -0.0029
Si, 0.0004, -0.029, 0.0027
Si, 0.0011, -0.0263, 0.0022
Si, -0.0001, 0.0302, 0.0115
Si, 0.0007, 0.0323, 0.0064
Si, 0.0003, 0.0235, 0.0051
Si, 0.0044, -0.0275, 0.0126
Si, -0.0064, -0.0232, 0.002
Si, 0.0025, -0.0231, -0.0014
Si, 0.0021, 0.0296, 0.0118
Si, 0.0014, 0.0348, 0.0119
Si, 0.0037, 0.0256, 0.0015
Si, 0.0386, -0.0705, -0.0965
Si, -0.0174, -0.0229, -0.2124
Si, -0.0338, -0.0099, 0.1034
Si, -0.0064, -0.01, 0.0785
Si, -0.0138, 0.0049, -0.0787
Si, 0.0121, -0.0153, -0.0852
Si, 0.0128, -0.082, -0.0003
Si, 0.0177, -0.0134, 0.0097
Si, -0.0054, -0.0698, 0.0155
Si, 0.01, 0.0238, -0.1255
Si, -0.0267, -0.0555, 0.1161
Si, 0.0391, -0.0856, 0.1319
Si, -0.01, 0.0381, -0.0749
Si, -0.0158, 0.0113, -0.1746
Si, 0.0268, 0.0142, 0.0729
Si, -0.0534, 0.0565, -0.1248
Si, 0.0206, 0.0359, 0.092
Si, -0.0699, 0.1294, 0.1643
Si, 0.0196, 0.0091, -0.0567
Si, -0.0734, 0.0109, 0.0114
Si, -0.0509, 0.0283, 0.0877
Si, -0.0532, 0.0385, -0.0327
Si, 0.0126, 0.0164, 0.1058
Si, 0.0417, -0.0077, 0.0206
Si, 0.0034, -0.0534, -0.0254
Si, -0.0165, -0.0595, -0.0299
Si, -0.0093, -0.0443, -0.0005
Si, -0.0152, 0.0417, -0.0114
Si, 0.0073, 0.0471, -0.0144
Si, -0.0204, 0.0492, -0.0145
Si, -0.0001, -0.0511, -0.0077
Si, 0.0196, -0.0471, -0.0077
Si, 0.014, -0.0533, 0.0002
Si, 0.0164, 0.0456, -0.0109
Si, -0.0063, 0.0385, -0.0045
Si, 0.0046, 0.0342, 0.005
Si, 0.0074, -0.0424, 0.0019
Si, 0.0647, -0.0712, 0.0044
Si, -0.0282, -0.0789, -0.0041
Si, 0.0247, 0.0696, 0.0128
Si, -0.042, 0.0707, 0.0016
Si, 0.0026, 0.0757, 0.0031
Si, 0.0361, -0.069, 0.0413
Si, -0.0305, -0.073, -0.023
Si, 0.0067, -0.0452, -0.0245
Si, -0.0032, 0.1026, 0.0168
Si, -0.02, 0.0585, 0.0296
Si, 0.0403, 0.0367, 0
Si, 0.1334, -0.0746, 0.0395
Si, -0.0325, -0.0785, -0.0198
Si, 0.0624, -0.0556, 0.0204
P, -0.0791, 0.0007, -0.0495
Si, 0.0222, 0.0651, 0.0482
Si, 0.0099, 0.0825, 0.0705
Si, -0.0435, -0.0271, 0.0749
Si, 0.0755, -0.0365, 0.0891
Si, -0.0479, -0.0982, -0.0039
Si, -0.0431, 0.0915, -0.0123
Si, -0.1056, 0.0333, 0.063
Si, 0.0264, 0.0398, 0.0505
O, -0.0162, 0.0009, -0.0337
O, -0.01, 0.011, -0.0372
O, 0.0546, 0.0114, -0.0062
O, 0.027, -0.0073, 0.0056
O, 0.0079, 0.0021, -0.0029
O, 0.0196, 0.0893, -0.0778
O, -0.036, 0.022, -0.0165
O, -0.007, -0.0178, -0.0122
O, 0.0067, -0.0086, -0.0644
O, 0.0307, 0.0185, -0.0136
O, -0.0179, -0.0238, -0.0068
O, 0.0033, -0.0096, 0.0344
O, 0.0528, -0.0238, 0.0004
O, 0.0431, 0.0242, 0.0159
O, 0.0275, -0.0284, 0.0067
O, -0.042, -0.005, 0.0152
O, -0.0096, 0.0369, 0.003
O, -0.0183, 0.017, 0.0053
O, -0.0319, 0.0035, 0.0245
O, -0.0311, -0.0024, -0.005
O, 0.0393, -0.0219, 0.0161
O, -0.0242, 0.0104, 0.0118
O, 0.0407, 0.0168, -0.0062
Si, 0.0156, -0.0052, 0.0002
Si, -0.0035, -0.0006, -0.0034
Si, 0.0009, -0.0053, -0.0007
Si, 0.0016, -0.0044, -0.0011
Si, 0.001, -0.0008, -0.0009
Si, 0.0045, 0.0002, -0.0036
Si, 0.0196, 0.0169, 0.0082
Si, 0.014, 0.0019, -0.0029
Si, 0.0048, 0.0049, 0.0048
Si, -0.0027, 0.0014, 0.0007
Si, -0.0445, 0.0128, -0.0128
Si, -0.0046, -0.0002, -0.0082
Si, -0.0014, -0.0016, 0.0029
Si, -0.0038, 0, -0.0041
Si, 0.0104, 0.0052, -0.0103
Si, -0.001, -0.0016, -0.0059
Si, 0.0016, -0.0028, -0.0061
Si, 0.0011, -0.0005, -0.0043
Si, 0.012, 0.0032, 0.0019
Si, -0.0049, 0.0034, 0.0045
Si, -0.005, 0.0218, -0.0054
Si, 0.002, -0.0003, 0.0025
Si, 0.0174, 0.013, 0.0138
Si, -0.0101, 0.0088, -0.0014
Si, -0.0037, 0.0024, 0.0045
Si, 0.0111, 0.0046, -0.0106
Si, -0.0113, -0.0139, -0.0096
Si, 0.0025, -0.0031, 0.0002
Si, -0.0087, 0.0001, -0.0068
P, -0.1197, -0.042, 0.079
Si, 0.011, -0.0018, -0.0077
Si, -0.0208, 0.0132, 0.0209
Si, 0.0067, -0.0162, 0.0023
Si, 0.0024, -0.0024, -0.0033
Si, 0.0015, -0.0164, 0.0277
Si, 0.0093, 0.0011, -0.0011
Si, 0.0122, 0.0008, -0.0168
Si, -0.0065, 0.008, 0.0029
Si, -0.001, -0.0053, -0.0023
O, -0.0118, -0.0026, -0.0056
O, -0.0092, -0.0148, -0.0206
O, -0.0018, -0.0047, 0.018
O, 0.0206, 0.0031, -0.0066
O, 0.0044, 0.0192, 0.0032
O, 0.0168, 0.0035, 0.0027
O, -0.0065, 0.0115, -0.0062
O, -0.0206, -0.0172, -0.0182
O, 0.0046, -0.0114, -0.0233
O, 0, 0.0087, 0.0064
O, 0.0195, 0.0009, 0.0227
O, -0.0083, -0.0048, -0.0177
O, -0.012, -0.0175, -0.0168
O, -0.0016, -0.0149, -0.0138
O, 0.083, 0.0073, 0.0565
O, -0.0231, 0.0002, -0.0184
O, -0.0056, -0.0152, 0.0138
O, 0.011, -0.0035, 0.005
O, -0.011, -0.0093, 0.0054
O, 0.0224, 0.0083, -0.0009
O, 0.0081, 0.0118, 0.0013
O, 0.0126, -0.0325, -0.0111
O, 0.0121, -0.0004, 0.0196
O, -0.0155, 0.0125, 0.0066
O, -0.0129, 0.0015, -0.0192
O, -0.0121, -0.0228, 0.0004
O, 0.0128, 0.0052, 0.0099
O, 0.0118, 0.0025, 0.0044
O, -0.0069, 0.0125, -0.0033
O, -0.0139, -0.0034, -0.0061
O, 0.0032, 0.0138, 0.0163
O, -0.0026, -0.0084, 0.0177
O, 0.004, -0.0144, -0.0128
O, 0.0208, 0.0156, 0.0195
O, 0.0036, 0.0238, -0.0154
O, 0.0024, -0.0017, -0.0276
O, -0.0025, 0.009, -0.0249
O, -0.0111, 0.0107, -0.0144
O, -0.0109, -0.0236, -0.0066
O, 0.0077, -0.0065, 0.0249
O, 0.0145, 0.015, 0.0134
O, -0.0263, -0.0064, 0.011
O, 0.0143, 0.0212, -0.0006
O, 0.0207, -0.0066, -0.0085
O, -0.0079, 0.0192, 0.0173
O, 0.0055, -0.0003, -0.0093
O, -0.0152, -0.036, 0.0222
O, 0.0157, 0.0249, -0.0015
O, 0.0049, -0.0246, 0.0047
O, -0.0167, -0.0037, 0.0049
O, 0.0066, -0.0138, 0.009
O, -0.0027, -0.0011, 0.0305
O, -0.0124, 0, 0.0175
O, -0.0122, 0.0269, 0.0135
O, 0.0228, -0.0019, 0.0072
O, 0.0039, 0.0224, 0.0154
O, -0.0021, -0.0161, 0.0109
O, 0.0244, 0.0109, 0.0039
O, 0.0057, -0.0261, -0.0106
O, 0.0131, -0.0059, 0.0035
O, -0.0037, 0.0086, 0.0069
O, 0.0144, 0.0082, -0.0105
O, 0.0123, 0.001, 0.0068
O, 0.001, 0.0163, 0.0059
O, -0.025, -0.0021, -0.002
O, -0.0147, -0.019, 0.0058

The program warned: the cutoff lies below the one the program advises for these potential files; the exchange-correlation potential is rough where the density is thin.
